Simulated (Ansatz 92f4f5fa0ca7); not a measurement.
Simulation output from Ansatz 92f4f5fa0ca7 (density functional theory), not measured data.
Periodic cell of 237 atoms, Si146O90P1, from a study of silicon, its oxide and their interface. The atomic structure is a simulated model.
Doubt: the cutoff is far below the 930 eV that the study's wrapper takes by default for these files, so forces and energies are approximate.
This geometry differs little from another in the collection (a relaxation step or a small displacement).

Settings
functional: PBE
potential files: Ansatz PAW
basis: plane waves
wave-function cutoff: 580 eV
density cutoff ratio: 5
exchange-correlation grid ratio: 1
k mesh: 1 x 1 x 1, Gamma-centred
self-consistency stop: 5e-08 eV per atom in the density residual
occupations: fixed
spin: none
net charge: +1 e, with a uniform compensating background and no finite-size correction

Cell vectors (angstrom)
a, 11.6015, 0, 0
b, 0, 10.938, 0
c, 0, 0, 32.0622

Atoms: element, x, y, z (angstrom)
Si, -0.1806, -0.071, 23.268
Si, 3.6723, 0.2027, 23.1234
Si, 7.5566, -0.1376, 23.4467
Si, 1.6922, 1.383, 23.4191
Si, 5.7374, 1.4018, 23.1913
Si, 9.4518, 1.216, 23.3714
Si, 0.1667, 5.3205, 23.4642
Si, 4.1298, 5.2968, 23.4078
Si, 8.038, 5.5986, 23.5628
Si, 2.1697, 6.5841, 23.3853
Si, 5.9804, 6.763, 23.4779
Si, 10.009, 6.8629, 23.6102
Si, 1.906, 2.6696, 25.3873
Si, 5.8384, 2.6516, 25.2531
Si, 9.6401, 2.6779, 25.2688
Si, 11.6004, 4.0093, 25.3893
Si, 3.9005, 3.9691, 25.3307
Si, 7.7516, 4.0823, 25.3551
Si, 1.9752, 8.1548, 25.1968
Si, 5.7778, 8.1695, 25.3589
Si, 9.7131, 8.266, 25.4396
Si, 11.6412, 9.5649, 25.2641
Si, 3.868, 9.5893, 25.0786
Si, 7.6925, 9.5208, 25.4104
Si, 11.6512, -0.01, 27.2132
Si, 3.9052, -0.0499, 27.1245
Si, 7.763, -0.0217, 27.2956
Si, 1.9871, 1.3137, 27.2873
Si, 5.8354, 1.3207, 27.2043
Si, 9.6977, 1.3297, 27.2166
Si, 11.5915, 5.4733, 27.2417
Si, 3.8504, 5.4227, 27.2207
Si, 7.7182, 5.4634, 27.2725
Si, 1.9391, 6.8216, 27.1748
Si, 5.764, 6.7979, 27.2721
Si, 9.6566, 6.8211, 27.2986
Si, 1.945, 2.724, 29.1896
Si, 5.7992, 2.7241, 29.1289
Si, 9.6797, 2.7285, 29.1482
Si, 0.013, 4.0961, 29.1652
Si, 3.8679, 4.0916, 29.1749
Si, 7.7364, 4.0888, 29.1886
Si, 1.9423, 8.1895, 29.1207
Si, 5.798, 8.1846, 29.1856
Si, 9.6739, 8.194, 29.219
Si, 0.0081, 9.5564, 29.1526
Si, 3.8755, 9.5581, 29.1131
Si, 7.7359, 9.5455, 29.2117
Si, 0.0021, 0.0019, 31.0921
Si, 3.8626, 0.0057, 31.0646
Si, 7.7307, 0.0097, 31.1164
Si, 1.9311, 1.3698, 31.1211
Si, 5.7966, 1.3702, 31.0667
Si, 9.6687, 1.3652, 31.0917
Si, 0.0107, 5.4705, 31.0966
Si, 3.8707, 5.4771, 31.1038
Si, 7.7413, 5.4676, 31.127
Si, 1.9397, 6.8433, 31.072
Si, 5.8054, 6.8327, 31.1204
Si, 9.6784, 6.8291, 31.1469
Si, 1.9318, 2.7543, 0.9886
Si, 5.7962, 2.7518, 0.9304
Si, 9.6661, 2.7384, 0.9699
Si, -0.0108, 4.1102, 0.9657
Si, 3.8659, 4.1191, 0.9811
Si, 7.7384, 4.1115, 1.0028
Si, 1.9306, 8.2218, 0.9426
Si, 5.7968, 8.2308, 0.9704
Si, 9.6683, 8.2257, 1.0076
Si, -0.0017, 9.594, 0.9823
Si, 3.8606, 9.5947, 0.9625
Si, 7.736, 9.5843, 0.9885
Si, 11.6087, 0.0411, 2.9221
Si, 3.8562, 0.0277, 2.9206
Si, 7.7379, 0.0299, 2.9073
Si, 1.935, 1.4062, 2.9295
Si, 5.8091, 1.3748, 2.8391
Si, 9.6593, 1.3906, 2.9227
Si, 11.5659, 5.5083, 2.8738
Si, 3.8759, 5.5049, 2.9134
Si, 7.7363, 5.5191, 2.9288
Si, 1.9132, 6.8283, 2.8519
Si, 5.8084, 6.8673, 2.8934
Si, 9.6595, 6.9035, 2.9722
Si, 1.9129, 2.8383, 4.825
Si, 5.8313, 2.7372, 4.7486
Si, 9.5973, 2.8005, 4.838
Si, 11.5401, 4.137, 4.7861
Si, 3.9137, 4.1126, 4.8319
Si, 7.7156, 4.2116, 4.8969
Si, 1.8868, 8.1535, 4.7911
Si, 5.8062, 8.2647, 4.7965
Si, 9.6593, 8.3286, 4.9094
Si, 11.6314, 9.6566, 4.8859
Si, 3.8165, 9.4929, 4.801
Si, 7.7193, 9.683, 4.8933
Si, 11.5982, 0.2313, 6.7728
Si, 3.7558, -0.0423, 6.6674
Si, 7.7058, 0.0677, 6.9074
Si, 2.0419, 1.5072, 6.7555
Si, 5.7086, 1.2906, 6.6235
Si, 9.6441, 1.5165, 6.8281
Si, 11.522, 5.4994, 6.7025
Si, 3.9738, 5.4435, 6.8034
Si, 7.7356, 5.6807, 6.8394
Si, 1.9656, 6.6538, 6.6402
Si, 5.8058, 6.9826, 6.7567
Si, 9.7523, 7.0427, 6.9053
O, 9.9978, 7.9776, 8.3033
O, 7.6481, 9.955, 8.2343
O, 7.4136, 4.7592, 8.2003
O, 3.3972, 10.3786, 8.2413
O, 1.9923, 7.612, 7.9963
O, 3.9943, 4.5952, 8.2653
O, 9.7797, 2.4437, 8.2263
O, 2.6015, 2.3483, 8.1214
O, 11.3801, 4.5867, 8.091
O, 5.358, 2.3812, 7.8284
O, 5.8055, 7.9904, 8.103
O, 11.3447, 10.3157, 8.1703
O, 11.3158, 10.0545, 21.7919
O, 3.2216, 10.7067, 21.5445
O, 5.8274, 7.7283, 22.1205
O, 4.2187, 4.4538, 21.9484
O, 7.6855, 9.6884, 22.1773
O, 10.2817, 7.6633, 22.1742
O, 1.6342, 2.4056, 22.1025
O, 5.9365, 2.4299, 21.8684
O, 8.4408, 4.7066, 22.2106
O, -0.062, 4.4547, 22.0361
O, 2.3845, 7.368, 21.9361
O, 9.1269, 1.8962, 21.8829
Si, 1.9005, 7.8064, 9.578
Si, 5.0495, 0.5518, 17.7161
Si, 2.4992, 5.4338, 13.9837
Si, 10.5599, 3.8565, 14.053
Si, 8.2637, 2.4197, 15.2779
Si, 9.5527, 2.2495, 20.3632
Si, 10.5103, 3.6384, 9.0741
Si, 0.0311, 2.309, 11.5686
P, 10.9914, 8.0864, 15.3263
Si, 5.1611, 6.9427, 13.9724
Si, 5.7219, 2.6265, 11.1194
Si, 8.6016, 7.671, 19.3984
Si, 8.1111, 4.8386, 20.6311
Si, 5.8994, 9.5866, 15.2066
Si, 2.138, 7.6179, 20.3582
Si, 1.9477, 4.9009, 18.7883
Si, 4.4911, 3.4404, 18.0128
Si, 8.491, 8.9037, 16.8044
Si, 0.7902, 9.4723, 13.2433
Si, 9.8743, 10.6503, 11.71
Si, 5.3424, 3.7059, 21.0232
Si, 0.6134, 5.5342, 16.236
Si, 10.781, 9.1537, 9.1373
Si, 6.5791, 8.8949, 21.2756
Si, 7.1314, 7.1286, 11.4883
Si, 2.6656, 0.7218, 12.2535
Si, 10.9071, 8.6535, 21.0516
Si, 6.0236, 4.3408, 15.6367
Si, 7.0696, 0.5073, 12.988
Si, 4.0469, 2.9847, 8.5878
Si, 0.8902, 6.72, 11.8511
Si, 6.5714, 9.054, 9.0799
Si, 0.669, 3.2887, 21.1493
Si, 9.7837, 6.4765, 12.8341
Si, 7.7286, 4.5321, 9.7719
Si, 3.9722, 10.0722, 20.2364
Si, 4.2477, 3.0272, 13.5565
Si, 3.861, 10.0116, 9.7601
Si, 8.0929, 0.7862, 18.0447
O, 11.4958, 3.2331, 12.9006
O, 9.3508, 4.4385, 9.9247
O, 8.8094, 3.6032, 19.8542
O, 4.0227, -0.0451, 18.8275
O, 11.3271, 4.5825, 15.2957
O, 9.8448, 9.8006, 10.3215
O, 3.7341, 1.5181, 13.1982
O, 0.5573, 8.9862, 14.8543
O, 6.5087, 0.8478, 18.4082
O, 4.7335, 3.1864, 19.603
O, 6.2243, 1.201, 11.774
O, 0.5217, 8.6254, 9.9086
O, 5.6236, 4.3448, 17.2265
O, 8.4534, 7.252, 12.4392
O, 4.3851, 2.621, 10.1578
O, 2.0586, 5.7582, 15.5303
O, 3.3715, 0.0297, 10.9782
O, 5.905, 7.2498, 12.5515
O, 2.3821, 6.3386, 19.3839
O, 0.6631, 5.0651, 17.7689
O, 8.388, 10.6937, 12.3715
O, 5.4802, 10.05, 9.7648
O, 0.5984, 8.1126, 20.2128
O, 9.771, 2.6265, 14.7286
O, 1.9486, 10.5808, 13.2692
O, 9.9498, 9.0015, 15.9731
O, 6.1418, 10.3678, 13.7956
O, 7.4824, 1.6006, 14.1197
O, 1.615, 3.9183, 20.0048
O, 5.8787, 5.7999, 14.9083
O, 7.3354, 8.9312, 15.6889
O, 1.5016, 1.6546, 11.643
O, 7.2342, 8.2834, 10.3581
O, 4.3966, 1.979, 17.2805
O, 7.0138, 3.1752, 10.3071
O, 11.4967, 7.0652, 16.3614
O, 8.4841, 10.1877, 17.7341
O, 3.2464, 8.5397, 10.1092
O, 7.5805, 3.8823, 15.4986
O, 3.0976, 4.2539, 17.8484
O, 2.8912, 3.8878, 13.7672
O, 1.3195, 8.1698, 12.4718
O, 1.2151, 5.6523, 13.0191
O, 4.9606, 8.3038, 14.8563
O, 11.1737, 2.3866, 20.3407
O, 10.9196, 9.9444, 12.7714
O, 5.2359, 3.5767, 12.3707
O, 5.0961, 3.1907, 14.9286
O, 6.4827, 4.7898, 20.5466
O, 8.3639, 1.6458, 16.694
O, 10.4118, 1.2291, 11.4961
O, 10.874, 6.6084, 11.6456
O, 3.2327, 8.6903, 19.8325
O, 1.7188, 6.4393, 10.4834
O, 7.1885, 8.2563, 19.9167
O, 8.5465, 7.5874, 17.7449
O, 3.6782, 6.4382, 13.5542
O, 9.5582, 4.9681, 13.3674
O, 5.5059, 9.9743, 20.7484
O, 10.3711, 7.3385, 14.1462
O, 8.7629, 6.1616, 19.9504
O, 7.129, 5.7034, 10.7267
O, 5.2541, 10.5121, 16.3954
O, 9.0608, 1.139, 19.2848
O, 11.5851, 3.1431, 10.1874
O, 9.7766, 8.698, 19.867

Results
free energy: -144754.934 eV
free energy less fixed offsets of O -568.88, P -755.39, Si -635.61 eV per atom: -1.284 eV

Forces (eV/angstrom), in the order of the atoms: element, x, y, z
Si, -0.0055, -0.014, -0.0183
Si, -0.0111, -0.0118, -0.0082
Si, -0.0041, -0.026, -0.0079
Si, 0.0059, 0.0193, -0.0121
Si, 0.0105, 0.0171, -0.014
Si, 0.0052, 0.0239, -0.0184
Si, 0.0036, -0.0175, -0.02
Si, -0.0027, -0.0129, -0.002
Si, 0.016, -0.0207, -0.014
Si, 0.0121, 0.0082, -0.0118
Si, -0.0059, 0.0178, -0.0071
Si, -0.0119, 0.0271, -0.0082
Si, 0, 0.0004, 0.0061
Si, -0.0029, 0.002, 0.0152
Si, -0.0036, 0.0052, 0.0032
Si, 0.0008, -0.0016, 0.0005
Si, 0.0091, -0.0011, -0.0022
Si, 0.003, -0.0077, -0.0086
Si, -0.0047, 0.0038, 0.0012
Si, 0.0025, -0.0002, -0.0051
Si, 0.0106, -0.0001, -0.0079
Si, -0.0003, 0.0002, 0.0177
Si, -0.0004, -0.0018, 0.0118
Si, -0.0007, -0.0011, 0.0039
Si, 0.0061, -0.0039, -0.0009
Si, -0.0013, -0.007, 0.0043
Si, -0.0027, 0.001, -0.0051
Si, -0.0025, 0.0044, -0.0022
Si, 0.0023, 0.0026, 0
Si, -0.0003, 0.0026, 0.006
Si, -0.0001, -0.0071, -0.0004
Si, -0.0024, -0.0062, -0.0019
Si, -0.0018, -0.0026, -0.0007
Si, 0.0023, 0.0114, 0.0002
Si, -0.0005, 0.0077, -0.0035
Si, 0.0055, 0.0033, -0.0038
Si, 0.0141, -0.0047, -0.0021
Si, 0.002, -0.0051, -0.012
Si, 0.0085, -0.0031, -0.0132
Si, -0.0064, 0.0056, 0.0081
Si, -0.0083, -0.0007, 0.0062
Si, -0.0061, 0.0005, 0.0117
Si, -0.0017, -0.002, -0.0019
Si, -0.0111, -0.0033, 0.0154
Si, -0.007, 0.0015, 0.0176
Si, 0.0036, -0.0046, -0.0122
Si, 0.0075, -0.0051, -0.0233
Si, 0.0123, 0.0006, 0.0018
Si, 0.0004, 0.0048, 0.0035
Si, 0.0003, 0.0078, 0.0039
Si, -0.0026, -0.0038, -0.0021
Si, -0.002, 0.0022, -0.0074
Si, 0.0034, 0.0025, 0.0034
Si, -0.0019, -0.0032, 0.0052
Si, 0.0005, 0.0021, 0.0024
Si, 0.0024, 0.0066, -0.0047
Si, -0.0002, 0.0022, -0.0006
Si, 0.0003, -0.0052, 0.0002
Si, 0.0009, 0.003, -0.004
Si, 0.002, -0.0034, -0.0031
Si, 0.0037, -0.0042, 0.0111
Si, -0.0072, -0.0038, -0.0048
Si, 0.0037, 0.001, 0.0085
Si, -0.0109, 0.0015, -0.0083
Si, 0.0019, -0.0008, 0.0006
Si, 0.0074, 0.0085, 0.0011
Si, 0.0011, 0, -0.0129
Si, 0.003, -0.0035, -0.0066
Si, -0.0049, 0.0003, 0.0041
Si, -0.0044, 0.0026, 0.0122
Si, 0.0008, -0.0005, 0.0108
Si, 0.0034, 0.0011, 0.0039
Si, -0.0004, -0.0045, -0.0024
Si, -0.0036, -0.002, -0.0026
Si, 0.0009, -0.0017, -0.0004
Si, -0.0019, 0.0008, 0.0026
Si, 0.0017, -0.0026, 0.0083
Si, 0.0008, 0.0022, 0.0027
Si, -0.0066, -0.0046, 0.0041
Si, 0.0048, -0.0054, 0.001
Si, -0.0003, -0.0102, -0.0011
Si, -0.0002, 0.0037, 0.0066
Si, 0.0003, 0.0068, 0.0044
Si, 0.002, 0.0089, -0.0029
Si, 0.0006, 0.0029, -0.0045
Si, 0.0019, 0.0056, -0.0032
Si, -0.0049, 0.0045, -0.0098
Si, 0.0041, -0.0058, -0.0044
Si, -0.0017, -0.0064, -0.0005
Si, 0.001, -0.0014, -0.0021
Si, -0.0008, 0.0035, -0.005
Si, -0.0009, -0.0006, -0.0033
Si, -0.0004, -0.0009, -0.0026
Si, 0.0027, -0.0036, -0.0062
Si, 0.0066, -0.0009, -0.0026
Si, -0.0021, -0.0012, -0.006
Si, -0.016, -0.0175, 0.0167
Si, -0.0148, -0.0199, 0.0199
Si, -0.0065, -0.025, 0.0141
Si, 0.0227, 0.0164, 0.0064
Si, -0.0044, 0.0293, -0.001
Si, 0.0055, 0.016, 0.012
Si, -0.0015, -0.0116, 0.0185
Si, -0.0073, -0.0054, 0.013
Si, -0.0115, -0.0176, 0.0092
Si, 0.0045, 0.0109, 0.0042
Si, 0.0082, 0.0192, 0.0079
Si, 0.006, 0.0195, 0.0161
O, -0.0103, -0.0255, -0.0059
O, 0.0082, 0.0245, -0.007
O, 0.0025, 0.0174, -0.0115
O, 0.004, 0.0207, -0.0125
O, -0.0029, -0.0084, -0.009
O, -0.0012, 0.0136, -0.0036
O, -0.0066, -0.0222, -0.0047
O, -0.0125, -0.008, 0.0051
O, 0.0084, 0.019, -0.0083
O, 0.008, -0.0143, 0.0014
O, -0.0065, -0.0188, -0.0012
O, 0.0102, 0.0226, -0.0078
O, 0.0085, 0.0252, 0.0115
O, -0.0039, 0.0115, 0.0122
O, 0.0046, -0.0163, -0.0039
O, -0.008, 0.0129, 0.003
O, 0.0073, 0.0238, 0.0002
O, -0.0111, -0.0154, 0.0086
O, 0.0016, -0.0163, 0.0059
O, -0.002, -0.028, 0.0068
O, -0.0044, 0.0075, 0.0076
O, 0.0024, 0.0237, 0.0059
O, -0.0044, -0.0109, 0.0079
O, -0.0021, -0.0098, 0.0146
Si, -0.0038, -0.0036, -0.0211
Si, 0.0059, -0.0001, 0.0226
Si, -0.0113, 0.0026, 0.0006
Si, -0.0016, 0.0137, 0.0009
Si, 0.0062, 0.0054, 0.0092
Si, -0.0051, -0.0055, 0.0167
Si, 0.0032, 0.004, -0.0025
Si, -0.0023, -0.0115, -0.0185
P, 0.0039, 0.0186, 0.0308
Si, -0.0073, -0.0021, -0.0054
Si, -0.0028, -0.0037, -0.0228
Si, 0.0011, -0.008, 0.0234
Si, 0.006, 0.0109, 0.0196
Si, 0.0053, -0.0076, 0.0086
Si, -0.0063, 0.0007, 0.0142
Si, -0.0067, -0.0014, 0.0115
Si, -0.0037, 0.0041, 0.0219
Si, 0.01, 0.0076, 0.002
Si, -0.0181, -0.0071, -0.0077
Si, 0.0084, 0.0005, -0.0148
Si, 0.0015, 0.0095, -0.0009
Si, 0.001, 0.0157, -0.0148
Si, 0.0034, 0.0032, -0.001
Si, -0.0022, -0.0012, 0.0068
Si, 0.0035, 0.0023, -0.0165
Si, -0.0126, -0.0014, -0.0128
Si, 0.0069, -0.0175, -0.0024
Si, 0.005, 0.0053, 0.0068
Si, 0.0019, -0.0074, -0.0212
Si, 0.0026, -0.0136, -0.0046
Si, 0.0005, -0.0032, -0.0159
Si, -0.0018, -0.0042, -0.004
Si, 0.0034, 0.0022, 0.002
Si, 0.0144, -0.0039, -0.0013
Si, -0.0038, 0.0027, -0.0119
Si, 0.0064, -0.0002, 0.0043
Si, -0.0144, 0.0006, -0.0133
Si, -0.0069, -0.0062, -0.0051
Si, 0.0022, -0.0161, 0.0116
O, 0.0017, -0.0106, 0.0037
O, 0.0024, -0.0077, 0.0082
O, 0.0042, 0.0034, -0.0125
O, -0.0039, -0.0041, -0.0075
O, 0.0121, 0.0017, 0.0015
O, 0.0064, -0.0096, -0.0035
O, -0.0035, 0.0004, 0.0072
O, -0.0025, -0.0142, 0.0018
O, 0.0048, -0.0059, -0.0184
O, 0.0071, 0.0023, 0.0022
O, -0.0024, 0.009, 0.014
O, -0.0055, 0.002, 0.0111
O, -0.0012, 0.0002, -0.011
O, -0.004, -0.005, 0.0046
O, -0.0054, 0.0063, -0.0008
O, -0.0052, -0.0046, -0.0094
O, 0.009, -0.0075, 0.0033
O, 0.0043, 0.0015, 0.0041
O, 0.0011, 0.0183, -0.0021
O, 0.0049, -0.0016, 0.0046
O, -0.0015, 0.0011, 0.0122
O, 0.0056, -0.0039, 0.0103
O, 0.0035, -0.0063, -0.0067
O, -0.0055, -0.0032, -0.001
O, 0.0067, 0.0032, 0.0017
O, 0.0041, -0.0056, -0.0142
O, -0.002, 0.0059, 0.0024
O, -0.001, -0.0002, 0.0077
O, -0.0093, -0.0082, -0.0023
O, -0.002, -0.0014, -0.0005
O, -0.0054, 0.0062, 0.0035
O, 0.0059, -0.0016, 0.0158
O, -0.0032, 0.0115, -0.0008
O, 0.0037, -0.0042, -0.0096
O, 0.003, 0.003, 0.014
O, 0.0061, -0.0106, -0.0152
O, -0.0005, 0.0222, -0.0281
O, 0.0013, 0.007, 0.0161
O, -0.0039, -0.0022, -0.0058
O, 0.0014, -0.0016, -0.0069
O, 0.0055, 0.0015, 0.0091
O, 0.0026, 0.0002, 0.0078
O, 0.0041, 0, 0.0081
O, -0.002, 0.0022, -0.0029
O, -0.0007, 0.0021, -0.0069
O, -0.0027, 0.0036, -0.0022
O, 0.0028, -0.001, 0.0082
O, 0.0018, -0.0032, -0.0047
O, -0.004, -0.0067, -0.0133
O, -0.0072, -0.0038, 0.0033
O, -0.0003, 0.0061, 0.015
O, -0.0028, 0, 0.0085
O, -0.0123, -0.005, -0.0108
O, 0.003, 0.0062, 0.0033
O, -0.0104, 0.0109, 0.0015
O, -0.0063, -0.0049, 0.0033
O, -0.0024, -0.0035, 0.004
O, -0.0035, 0.0004, -0.0017
O, 0.0021, -0.0068, -0.0068
O, -0.0163, -0.0082, -0.0153
O, -0.0068, -0.0078, -0.0117
O, 0.0007, -0.0108, 0.0068
O, -0.0044, 0.006, -0.0016
O, 0.0029, 0.0051, -0.0087
O, -0.0098, 0.0069, 0.0033
O, 0.0183, 0.004, 0.0052

The program warned: the cutoff lies below the one the program advises for these potential files; the forces do not sum to zero within the program's tolerance; the exchange-correlation potential is rough where the density is thin.
